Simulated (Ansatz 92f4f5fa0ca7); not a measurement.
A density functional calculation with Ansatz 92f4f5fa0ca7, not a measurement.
Periodic cell of 228 atoms, Si140O88, from a study of silicon, its oxide and their interface. The atomic structure is a simulated model.
This geometry differs little from another in the collection (a relaxation step or a small displacement).

Settings: functional r2SCAN; potential files Ansatz PAW; basis plane waves; wave-function cutoff 800 eV; density cutoff ratio 5; exchange-correlation grid ratio 1; k mesh 1 x 1 x 1, shifted by 0.5 0.5 0 of a step; self-consistency stop 1e-10 eV per atom in the density residual; occupations fixed; spin none; net charge 0.

Cell vectors (angstrom)
a	10.888	0	0
b	0	10.888	0
c	0	0	33.1898

Atoms: element, x, y, z (angstrom)
Si	0.3611	-0.6017	0.1924
Si	2.1423	2.8207	-0.019
Si	0.0279	5.1875	0.1677
Si	2.1123	8.5147	0.1969
Si	5.636	-0.3078	0.1225
Si	6.7199	1.2842	1.4516
Si	6.1348	5.1067	-0.4619
Si	7.9518	8.4026	0.1429
Si	1.2545	1.1985	1.412
Si	3.8582	3.8928	1.2233
Si	1.1981	6.7789	1.4637
Si	3.9703	9.4496	1.3449
Si	8.0355	2.6427	0.1037
Si	9.4718	3.9213	1.465
Si	6.8414	6.6637	1.2238
Si	9.5038	9.4682	1.5061
Si	-0.054	2.5894	2.8065
Si	2.7266	-0.0287	2.7733
Si	-0.1087	8.0845	2.8845
Si	2.6729	5.3769	2.6761
Si	5.3171	2.6899	2.6912
Si	8.1349	-0.0172	2.8001
Si	5.3764	8.0039	2.6087
Si	8.1326	5.3781	2.7294
Si	1.3342	4.0179	4.0731
Si	4.0502	1.3385	4.1294
Si	1.3252	9.4986	4.1182
Si	4.0408	6.731	4.0563
Si	6.7189	4.0539	4.0537
Si	9.469	1.3137	4.1871
Si	6.7449	9.4197	4.0163
Si	9.4442	6.7126	4.1746
Si	-0.0206	-0.0271	5.4996
Si	2.7003	2.7105	5.4711
Si	-0.0043	5.3887	5.4596
Si	2.7184	8.1353	5.4317
Si	5.4434	-0.0499	5.4159
Si	8.1099	2.7304	5.4546
Si	5.4152	5.4292	5.4495
Si	8.1106	8.1417	5.457
Si	1.3392	1.3647	6.8287
Si	4.071	4.0814	6.8171
Si	1.3596	6.7847	6.7973
Si	4.0705	9.5207	6.7902
Si	6.7891	1.3376	6.797
Si	9.506	4.0707	6.8157
Si	6.7731	6.807	6.8198
Si	9.4925	9.4978	6.8217
Si	0.0008	2.7472	8.1828
Si	2.7341	0.0219	8.152
Si	0.0176	8.1719	8.1525
Si	2.7368	5.463	8.1775
Si	5.4575	2.7345	8.1559
Si	8.1705	0.0179	8.1737
Si	5.4443	8.2013	8.1676
Si	8.1906	5.4832	8.155
Si	1.3793	4.1137	9.5419
Si	4.0781	1.4084	9.5105
Si	1.3795	9.5543	9.5017
Si	4.1002	6.8495	9.5212
Si	6.8367	4.1265	9.4899
Si	9.5519	1.3774	9.5259
Si	6.7849	9.5855	9.5384
Si	9.5701	6.8284	9.5261
Si	0.077	0.0599	10.8798
Si	2.7618	2.7762	10.9091
Si	0.0788	5.5105	10.9146
Si	2.7609	8.236	10.8698
Si	5.4157	0.0913	10.9011
Si	8.2131	2.7881	10.8393
Si	5.4924	5.5031	10.8534
Si	8.2114	8.2352	10.8299
Si	1.4539	1.3927	12.3019
Si	4.1329	4.1801	12.2373
Si	1.4746	6.8912	12.2757
Si	4.0375	9.6336	12.2757
Si	6.7823	1.5223	12.1847
Si	9.6198	4.0974	12.2112
Si	6.8632	6.8885	12.1799
Si	9.5736	9.6013	12.1778
Si	0.1298	2.7921	13.6266
Si	2.7532	0.0775	13.8054
Si	0.0867	8.2858	13.5484
Si	2.9001	5.5778	13.671
Si	5.4823	2.8869	13.6412
Si	8.1966	0.1687	13.4088
Si	5.4984	8.3021	13.4964
Si	8.2507	5.4963	13.4705
Si	1.5383	4.1769	14.9763
Si	4.24	1.4798	15.0949
Si	1.1598	9.707	15.1203
Si	4.3583	6.9535	15.0266
Si	6.8821	4.3195	14.944
Si	9.4939	1.4825	14.8437
Si	6.8573	9.7292	14.7601
Si	9.6541	6.813	14.7641
Si	-0.6867	-0.2335	16.2725
Si	2.7926	2.769	16.4247
Si	0.2037	5.6362	16.2144
Si	2.0517	8.2186	16.6594
Si	5.9903	0.4191	16.3109
Si	8.0896	2.7872	16.1717
Si	6.1263	6.0991	16.337
Si	8.2694	8.2924	15.8658
Si	-10.0847	18.727	29.1343
Si	5.4813	15.0561	25.1033
Si	3.3056	29.7088	30.5707
Si	0.9223	15.9502	22.8904
Si	14.1758	22.9477	28.5185
Si	17.388	12.2739	24.3793
Si	9.9326	7.0087	24.3839
Si	23.1431	15.6611	28.465
Si	-13.8578	32.0486	29.0773
Si	13.564	11.8093	20.3134
Si	15.6444	-2.9366	21.294
Si	-1.1339	11.845	31.1517
Si	2.4792	7.6611	19.3944
Si	-5.5117	5.9898	29.7814
Si	11.9122	10.5333	22.5431
Si	19.6444	11.4945	26.4838
Si	10.1234	4.3486	17.973
Si	3.6122	6.3274	23.6337
Si	21.112	3.2372	26.5535
Si	15.0316	14.0633	19.2338
Si	20.4389	8.8166	21.8003
Si	5.0647	10.3903	30.4751
Si	-13.8873	-3.7195	28.7381
Si	4.8798	-4.9211	19.1633
Si	-4.1661	21.2691	21.7364
Si	-10.2375	1.5728	18.1655
Si	-5.4749	11.4378	19.2066
Si	4.2245	-6.9721	27.8567
Si	13.3112	-23.6945	24.7021
Si	22.9744	2.2068	24.1494
Si	-0.2906	6.3438	20.3292
Si	1.3713	2.4719	30.3387
Si	10.8491	19.9735	26.4852
Si	8.0977	5.5456	26.0029
Si	-1.2834	6.9546	31.0934
Si	3.6549	-10.1916	25.4239
O	4.6438	-6.2005	0.0082
O	5.2789	-6.0975	-4.4886
O	2.2599	-2.4253	-3.7359
O	8.7545	3.6263	-15.7631
O	9.7702	8.0993	-9.9702
O	-10.9442	7.8214	-2.6923
O	2.3279	2.2222	-1.5519
O	-1.8564	0.1739	-3.2537
O	4.7036	3.5262	-6.8288
O	1.4715	-1.5855	-7.2341
O	-4.3105	5.1255	-7.4236
O	17.9867	3.8007	-0.5834
O	-13.0922	1.6657	-1.0474
O	11.1109	14.8747	-5.5419
O	6.5236	-0.5136	-3.3528
O	-7.4693	3.459	17.784
O	5.7227	-5.2597	17.8347
O	5.6546	21.5663	17.7858
O	4.6172	17.9393	22.6089
O	1.708	12.5331	16.9306
O	1.1903	6.8371	16.7719
O	21.8946	-5.0623	24.0755
O	-20.2743	25.8052	29.8925
O	12.462	-1.6498	23.3443
O	3.4194	-4.3754	18.7359
O	25.9112	24.3073	28.6598
O	9.0686	4.2582	26.0767
O	11.4043	11.7631	23.4829
O	17.691	9.4926	32.897
O	10.3896	11.4312	17.6995
O	13.0916	8.7414	18.2012
O	10.7043	13.0333	30.6083
O	1.1603	-7.4183	23.1131
O	-7.3584	7.9336	16.0509
O	0.0741	19.6797	28.0579
O	0.3119	13.6068	25.3781
O	-19.3967	5.7441	22.7649
O	9.6323	7.6037	20.7043
O	1.8206	12.3691	29.1217
O	16.935	16.5181	31.1969
O	-3.632	18.1511	16.6707
O	0.9508	6.3229	28.5783
O	15.3051	15.9845	24.2993
O	5.5457	7.0675	20.1547
O	9.8915	16.3013	19.1845
O	11.9803	17.8843	19.8276
O	13.5954	12.6516	24.6041
O	3.1992	22.4929	26.9701
O	4.0176	10.961	29.4099
O	13.1568	0.2816	21.717
O	15.4661	-2.0031	30.7817
O	20.7585	10.34	26.1533
O	-2.586	41.3912	28.7907
O	7.7522	0.0678	27.6164
O	13.4146	18.6814	31.9649
O	-7.8502	7.4621	24.668
O	-7.6027	8.2909	20.6534
O	1.3405	0.871	19.4215
O	27.0131	0.9444	25.2688
O	-2.1205	6.3576	29.8365
O	1.1321	4.0842	32.8736
O	4.6749	15.4278	19.8937
O	3.936	10.9859	19.7109
O	9.2188	-1.5039	16.6827
O	-5.3525	9.2773	21.7482
O	10.356	18.6383	25.737
O	11.0372	13.9719	18.4871
O	21.6052	-0.9438	21.6115
O	3.5617	10.096	24.785
O	8.4942	17.243	24.6587
O	17.4468	22.0128	20.2948
O	-0.7273	5.7634	32.0212
O	-2.6953	-4.3973	27.3033
O	-4.6696	-7.8848	24.203
O	-1.3917	-8.9825	27.0972
O	3.1427	-8.4035	20.3122
O	27.1456	2.1548	18.9566
O	14.7596	28.2878	30.0498
O	13.6797	4.6566	27.6971
O	7.8829	1.0349	25.1672
O	10.6891	-0.1261	31.9069
O	19.0253	9.5981	21.7571
O	-2.2457	7.9379	31.927
O	5.0921	0.3097	31.8811
O	10.9444	-5.552	21.545
O	6.5673	11.4659	22.945
O	6.3131	-3.7892	29.0736
O	-3.812	1.6011	16.6775

Results
free energy: -139742.292 eV
free energy less fixed offsets of O -570.45, Si -639.56 eV per atom: -4.292 eV

Forces (eV/angstrom), in the order of the atoms: element, x, y, z
Si	-0.0246	0.0202	-0.0792
Si	-0.0077	-0.0112	-0.1376
Si	-0.0128	0.0076	-0.1113
Si	0.0206	-0.0333	-0.0895
Si	-0.0102	0.009	-0.1227
Si	-0.0007	-0.0014	0.0052
Si	-0.0028	0.0197	-0.167
Si	0.0135	-0.0047	-0.1091
Si	0.0001	-0.0003	0.0107
Si	0.0151	0.0166	-0.0328
Si	0.0007	0.0006	0.006
Si	-0.0007	0.0021	0.0054
Si	0.0115	-0.0154	-0.0991
Si	-0.0017	0.0013	0.0066
Si	-0.0031	-0.0058	0.0086
Si	0.0009	0.0002	0.0071
Si	-0.0002	-0.0017	-0.003
Si	0.0007	0.0007	0.0012
Si	-0.0006	0.0009	-0.0006
Si	0.0004	0.0066	0.003
Si	0.003	-0.0018	0.0042
Si	0.0026	0.0022	-0.002
Si	0.0016	-0.0025	-0.0019
Si	0.0011	0.0051	-0.0027
Si	0.0005	-0.0003	0.0021
Si	-0.0014	0.0012	-0.0003
Si	0.0012	0.0007	-0.0004
Si	0.0001	0.0011	0.0023
Si	0.0006	-0.0002	0.0013
Si	0.0012	0.0002	-0.0002
Si	-0.0029	0.0002	-0.0003
Si	-0.0009	-0.0005	0.0004
Si	-0.0006	0.0001	-0.0005
Si	-0.0004	0.0013	0.0005
Si	0.0004	0.0001	0.0008
Si	-0.0003	-0.0005	0.0007
Si	0.0017	0.0001	-0.0005
Si	-0.0007	0.0007	0.0006
Si	-0.0008	0.0008	0.0016
Si	-0.0005	0.0005	0.0006
Si	-0.0008	0.0008	0.0015
Si	-0.0011	0.0007	0.0012
Si	-0.0004	0.0011	0.0005
Si	-0.0008	0.0001	0.0002
Si	-0.0007	0	0.0012
Si	-0.0004	0.0009	0.0011
Si	-0.0003	0.0007	0.0008
Si	0.0006	0.0013	0.0012
Si	-0.0008	-0.0003	0.0015
Si	-0.0008	0.0006	0.0008
Si	-0.0009	-0.0002	0.0011
Si	-0.0007	0.0001	0.0014
Si	-0.0006	0.0007	0.0006
Si	-0.0012	0.0002	0.001
Si	-0.0011	0.0001	0.0012
Si	-0.0002	0.0002	0.0006
Si	-0.0005	0.0006	0.0007
Si	-0.0015	-0.0001	0.0011
Si	-0.0006	0.0004	0.0009
Si	-0.0009	-0.0004	0.0014
Si	-0.0009	0	0.0014
Si	-0.0005	0.0004	0.0014
Si	-0.0003	0.0002	0.0012
Si	0.0003	0.0008	0.0019
Si	0.0011	0.0004	0.0009
Si	-0.0002	-0.0006	0.0023
Si	-0.0009	0.0018	0.0012
Si	-0.0007	0.0014	0.0001
Si	0.0003	-0.0007	0.0018
Si	0.0005	0.0004	0.0019
Si	-0.0005	-0.0001	0.0009
Si	0	-0.0001	0.0013
Si	-0.0025	0.0021	0.0002
Si	-0.0019	-0.0013	0.0003
Si	0.0012	0.0005	-0.0019
Si	-0.0002	-0.0023	0.0007
Si	0	-0.0003	0
Si	-0.0002	0.0009	0.0008
Si	-0.0011	0.0026	0.0005
Si	-0.0003	0.0017	0.0007
Si	-0.0006	-0.0019	-0.0026
Si	-0.0002	-0.0013	-0.0013
Si	0.0004	-0.0057	0.0004
Si	-0.0006	0.0047	0.0034
Si	0.003	0.0016	-0.0012
Si	-0.0029	0.0008	0.0002
Si	0.0001	-0.0018	0.0064
Si	-0.0014	-0.0003	0.0006
Si	-0.0011	-0.0057	0.0078
Si	-0.0004	0.0017	0.0085
Si	-0.0066	0.0061	0.0089
Si	0.005	-0.0087	-0.014
Si	-0.0015	-0.001	0.0078
Si	0.0001	0.0038	0.0067
Si	0.0005	-0.0016	0.0034
Si	-0.0073	0.0014	0.0043
Si	-0.0021	-0.0214	-0.0963
Si	-0.0057	-0.0036	-0.1303
Si	-0.0009	-0.0032	-0.0323
Si	-0.0031	-0.0162	-0.1776
Si	0.0121	0.0179	-0.1272
Si	-0.0095	-0.0114	-0.0802
Si	0.0138	0.0172	-0.127
Si	0.0027	0.0016	-0.0445
Si	-0.0302	0.0081	-0.2738
Si	-0.0164	0.0273	-0.2753
Si	0.0145	-0.0047	-0.2402
Si	-0.0224	0.0258	-0.2763
Si	0.0186	0.0202	-0.2972
Si	-0.02	-0.0499	-0.2895
Si	0.0533	0.0148	-0.3008
Si	-0.0222	-0.0224	-0.247
Si	-0.0005	-0.0062	-0.2751
Si	0.0098	0.0551	-0.2694
Si	-0.0169	-0.0024	-0.2883
Si	-0.0066	0.0048	-0.252
Si	0.0022	0.0078	-0.2597
Si	-0.0101	-0.0166	-0.2672
Si	0.0402	0.0142	-0.2894
Si	0.0197	0.0384	-0.2703
Si	-0.0153	-0.0323	-0.1941
Si	0.0097	0.0516	-0.2756
Si	-0.0062	-0.0416	-0.2616
Si	-0.0073	0.0238	-0.2223
Si	-0.0251	-0.0075	-0.2627
Si	-0.0059	0.0027	-0.2606
Si	0.0147	-0.0159	-0.2742
Si	0.0149	-0.0566	-0.244
Si	-0.0318	-0.0402	-0.294
Si	-0.0451	0.0102	-0.2162
Si	-0.016	0.0176	-0.2701
Si	0.0016	-0.0444	-0.266
Si	0.0085	-0.0466	-0.2655
Si	0.0005	-0.0176	-0.283
Si	0.0012	-0.0374	-0.3119
Si	0.0057	0.0293	-0.2722
Si	0.0322	-0.0227	-0.3137
Si	-0.0101	-0.0327	-0.2781
Si	0.0192	0.017	-0.2632
Si	0.0182	-0.0189	-0.2997
O	-0.0294	-0.0229	0.0666
O	0.0318	0.0672	0.142
O	0.0557	-0.0047	0.1174
O	0.0433	0.0343	0.0891
O	0.0154	-0.0746	0.2018
O	-0.0508	-0.0175	0.143
O	0.0297	0.0054	0.1875
O	0.0582	0.0505	0.1553
O	-0.0514	-0.0024	0.2008
O	-0.0731	0.01	0.153
O	0.04	0.0183	0.1029
O	0.0172	-0.0164	0.0628
O	-0.0489	0.0497	0.1216
O	0.0761	0.0538	0.1547
O	-0.0585	0.0019	0.1091
O	0.0463	0.0093	0.1703
O	-0.0467	-0.0002	0.1724
O	-0.0221	0.0064	0.1853
O	-0.0433	-0.0712	0.1893
O	-0.0325	-0.018	0.1033
O	0.0215	0.0183	0.0638
O	-0.0533	0.0404	0.1345
O	0.0031	-0.0589	0.1416
O	0.0405	-0.0374	0.1581
O	0.0013	0.0174	0.0949
O	-0.015	-0.0241	0.0965
O	0.018	-0.012	0.091
O	-0.0039	0.069	0.1373
O	0.0039	-0.0027	0.0645
O	0.0325	0.0382	0.1148
O	0.0241	-0.0226	0.1723
O	-0.0299	-0.031	0.0994
O	0.0047	-0.062	0.1241
O	-0.038	0.0125	0.0623
O	0.0291	-0.053	0.2098
O	-0.0763	0.0411	0.1811
O	0.0223	0.0009	0.1057
O	-0.0217	0.0721	0.1337
O	-0.0464	0.0271	0.135
O	0.0371	-0.0306	0.2011
O	-0.0122	-0.01	0.0496
O	0.0023	0.04	0.0962
O	0.0674	-0.0816	0.1318
O	-0.0035	0.0698	0.1468
O	0.014	0.0881	0.201
O	-0.0573	-0.0224	0.1116
O	0.0536	-0.0239	0.119
O	-0.0201	0.0261	0.2471
O	0.0524	-0.0537	0.1402
O	-0.077	-0.0562	0.1918
O	-0.0025	-0.001	0.0825
O	-0.0189	0.0077	0.0952
O	-0.0063	0.0043	0.0903
O	-0.0341	-0.0536	0.1911
O	-0.0501	0.0277	0.1781
O	-0.0228	0.0415	0.1118
O	0.0555	0.0131	0.1436
O	0.0649	-0.0321	0.1517
O	-0.042	-0.0012	0.1057
O	0.0456	-0.0093	0.1565
O	-0.0046	0.0088	0.0687
O	-0.0004	0.0085	0.0843
O	-0.0291	-0.0064	0.0934
O	0.0041	0.0089	0.043
O	0.0211	0.0219	0.094
O	0.0125	0.0611	0.1636
O	0.0133	-0.02	0.0827
O	0.0184	0.0098	0.1029
O	0.0113	0.0464	0.1037
O	-0.0458	-0.0401	0.1382
O	0.0547	-0.0433	0.1823
O	0.0358	-0.0535	0.1379
O	-0.0139	0.0795	0.2123
O	-0.0091	0.0296	0.0997
O	-0.0004	-0.0056	0.09
O	-0.027	-0.0348	0.1063
O	-0.0031	-0.0185	0.0835
O	-0.0105	0.0309	0.089
O	-0.0227	0.007	0.1002
O	0.0771	-0.0239	0.1551
O	0.0494	-0.0489	0.1326
O	0.0195	-0.0016	0.0829
O	-0.0451	0.0362	0.1406
O	0.019	0.0124	0.1746
O	0.0551	-0.0484	0.2073
O	-0.0039	0.0972	0.2163
O	-0.0384	-0.0119	0.0992
O	-0.0139	-0.0115	0.0552

The program warned: the cutoff lies below the one the program advises for these potential files; the forces do not sum to zero within the program's tolerance; empty levels may hold ghost states of the PAW files; the exchange-correlation potential is rough where the density is thin.
